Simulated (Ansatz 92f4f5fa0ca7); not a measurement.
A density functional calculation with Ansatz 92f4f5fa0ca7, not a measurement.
Periodic cell of 223 atoms, Si133O90, from a study of silicon, its oxide and their interface. The atomic structure is a simulated model.
Doubt: the cutoff is low for norm-conserving oxygen, so forces and energies are approximate.
This geometry differs little from another in the collection (a relaxation step or a small displacement).

Settings
functional: HSE06
potential files: SPMS norm-conserving
basis: plane waves
wave-function cutoff: 800 eV
density cutoff ratio: 4
exchange-correlation grid ratio: 1
k mesh: 1 x 1 x 1, Gamma-centred
occupations: fixed
spin: none
net charge: 0

Cell vectors (angstrom)
a 10.938 0 0
b 0 10.938 0
c 0 0 32.7175

Atoms: element, x, y, z (angstrom)
Si 0.2373 -0.2991 25.4515
Si 4.9356 0.3601 25.1892
Si 2.8634 2.8024 25.5699
Si 8.0551 2.999 25.1496
Si -0.4837 5.5843 25.0768
Si 5.7468 5.1717 25.2012
Si 2.3884 8.4295 25.5186
Si 8.3904 7.9922 25.2037
Si 1.2604 1.4916 26.6363
Si 6.8183 1.3407 26.3528
Si 4.2164 4.2069 26.7332
Si 9.4585 4.1349 26.6305
Si 1.2557 6.6391 26.4667
Si 6.825 6.8265 26.5058
Si 4.1266 9.5767 26.6056
Si 9.4669 9.5403 26.5988
Si 2.698 0.0387 27.9456
Si 8.1374 0.0274 27.884
Si -0.0801 2.8064 27.9747
Si 5.5376 2.6937 27.9326
Si 2.711 5.4955 27.9515
Si 8.1471 5.5167 27.9712
Si -0.0155 8.1541 27.9095
Si 5.4968 8.1977 27.9145
Si 4.1018 1.3673 29.2992
Si 9.5708 1.3673 29.2992
Si 1.3673 4.1018 29.2992
Si 6.8362 4.1018 29.2992
Si 4.1018 6.8362 29.2992
Si 9.5708 6.8362 29.2992
Si 1.3673 9.5708 29.2992
Si 6.8362 9.5708 29.2992
Si 0 0 30.6665
Si 5.469 0 30.6665
Si 2.7345 2.7345 30.6665
Si 8.2035 2.7345 30.6665
Si 0 5.469 30.6665
Si 5.469 5.469 30.6665
Si 2.7345 8.2035 30.6665
Si 8.2035 8.2035 30.6665
Si 1.3673 1.3673 32.0337
Si 6.8362 1.3673 32.0337
Si 4.1018 4.1018 32.0337
Si 9.5708 4.1018 32.0337
Si 1.3673 6.8362 32.0337
Si 6.8362 6.8362 32.0337
Si 4.1018 9.5708 32.0337
Si 9.5708 9.5708 32.0337
Si 2.7345 0 0.6835
Si 8.2035 0 0.6835
Si 0 2.7345 0.6835
Si 5.469 2.7345 0.6835
Si 2.7345 5.469 0.6835
Si 8.2035 5.469 0.6835
Si 0 8.2035 0.6835
Si 5.469 8.2035 0.6835
Si 4.1018 1.3673 2.0507
Si 9.5708 1.3673 2.0507
Si 1.3673 4.1018 2.0507
Si 6.8362 4.1018 2.0507
Si 4.1018 6.8362 2.0507
Si 9.5708 6.8362 2.0507
Si 1.3673 9.5708 2.0507
Si 6.8362 9.5708 2.0507
Si 0 0 3.418
Si 5.469 0 3.418
Si 2.7345 2.7345 3.418
Si 8.2035 2.7345 3.418
Si 0 5.469 3.418
Si 5.469 5.469 3.418
Si 2.7345 8.2035 3.418
Si 8.2035 8.2035 3.418
Si 1.3907 1.3308 4.7665
Si 6.8532 1.3497 4.822
Si 4.1068 4.1031 4.7321
Si 9.5902 4.0742 4.8113
Si 1.3835 6.8324 4.7772
Si 6.9156 6.8217 4.7607
Si 4.1482 9.5497 4.8352
Si 9.5366 9.5823 4.7389
Si 2.7223 -0.0345 6.1881
Si 8.2517 -0.0125 6.2149
Si 0.0562 2.7025 6.1506
Si 5.4713 2.772 6.1119
Si 2.7963 5.4843 6.1201
Si 8.2352 5.4491 6.1846
Si -0.0451 8.2073 6.0487
Si 5.6851 8.2546 6.1569
Si 3.8814 1.6341 7.3915
Si 9.8404 1.1354 7.507
Si 1.6722 3.8635 7.4114
Si 6.5814 4.3517 7.4792
Si 4.4834 6.6519 7.2946
Si 9.466 7.0056 7.4741
Si 1.021 9.7551 7.419
Si 7.3068 9.3112 7.691
O 9.5184 6.8902 24.7433
O 3.8755 1.5875 25.2069
O 8.3619 8.0987 7.9766
O 2.7823 2.752 7.8747
O 6.8759 4.0686 24.7474
O 0.557 13.4166 22.8778
O 5.4742 5.4917 7.9423
O -0.0062 -0.0161 7.978
O 7.2087 3.6349 8.8081
O 7.0704 9.901 9.215
O 10.2183 6.4252 8.8086
O 1.4772 8.7733 8.659
O 5.4556 -0.0743 10.9771
O 1.0393 4.4723 8.7775
O 9.1087 1.7703 8.8335
O 3.8812 7.6809 8.3972
O 7.7504 8.6707 23.8574
O 3.1817 2.0178 22.4126
O 5.1078 5.6519 23.7823
O 2.4211 3.6517 24.2395
O 6.8334 1.1027 20.146
O -0.4147 4.7889 23.6187
O 1.3994 9.6362 25.9999
O 4.7855 10.9668 23.5846
Si 12.1522 0.3687 14.3154
Si 0.5322 8.0289 20.3957
Si 4.9599 17.3592 22.3746
Si -1.6068 12.5454 15.044
Si -5.936 1.3344 16.8931
Si 5.9553 9.5987 17.8345
Si -6.7744 0.3462 10.1175
Si 2.0491 3.1113 22.7561
Si 0.6883 -1.1594 17.9084
Si 4.14 -1.6501 13.984
Si 4.9039 1.4265 13.8495
Si 1.3814 9.5093 22.9723
Si -0.2185 3.5877 17.0076
Si 1.7443 -2.3849 15.3377
Si 3.742 0.4991 22.4067
Si 8.5743 7.0146 20.0958
Si -3.2343 1.5604 12.3446
Si -1.6564 14.8832 19.8227
Si 6.2939 7.7884 12.8076
Si 13.464 16.6027 20.947
Si -8.8746 12.3535 16.982
Si -2.4924 3.0117 9.6509
Si 1.3592 4.941 12.2993
Si -3.87 8.5272 22.3988
Si 10.7915 5.1528 9.6325
Si -4.3355 2.4241 19.2595
Si 6.6 6.8254 17.7031
Si -4.0668 -0.8477 10.8208
Si -0.8095 3.3656 22.8769
Si 6.0276 10.7318 20.6099
Si 3.4869 7.1478 12.0458
Si 2.8856 8.4589 9.3808
Si -5.8293 4.9934 19.7333
Si 8.2036 7.1792 15.1063
Si 8.7089 9.9629 16.5711
Si 13.5348 2.0647 12.2235
Si 0.1526 5.8655 14.9552
O 1.7958 3.4283 11.9094
O 3.4128 -1.0323 9.8093
O 3.3523 8.778 15.2961
O 9.5638 13.786 16.0908
O 0.4566 5.527 11.084
O 3.5046 5.2343 19.7224
O 2.2397 11.7766 15.4775
O -6.3277 1.0304 8.7246
O 12.9402 4.3103 21.6697
O 8.9323 2.6841 23.77
O -0.8559 -0.9965 17.4313
O -9.843 9.6906 14.3589
O 16.5263 7.891 22.5489
O 5.4689 14.3637 19.8304
O -2.0902 5.4488 20.1351
O 10.7616 11.9444 14.7107
O -0.6106 14.7791 18.5749
O 11.2407 -11.4935 23.832
O 3.7805 2.4265 13.2631
O -5.6957 1.7971 15.3739
O 5.0952 6.8537 12.1889
O -2.3898 8.7083 15.5488
O 5.6688 27.555 21.1062
O 8.6665 1.9461 13.6009
O 0.1882 4.996 16.3189
O -1.1961 3.4287 21.2966
O 7.6759 7.3208 18.8011
O -5.2887 8.7476 13.9433
O -15.7101 -8.9334 17.7701
O 23.5019 0.9439 12.8744
O 1.3955 0.2877 17.9172
O 3.2908 8.5691 12.801
O -3.012 7.5317 21.4719
O 0.4988 4.933 13.6739
O -4.0186 9.9795 21.7215
O -3.4259 20.864 17.6279
O 4.5918 0.3173 21.0754
O 1.352 6.6249 20.4005
O 12.2874 -2.176 16.8678
O -16.25 8.083 17.3916
O -3.0148 11.0286 11.6473
O 2.6716 -5.0782 12.5677
O 3.5568 12.743 17.4509
O -2.4216 11.3475 15.7558
O 5.7695 5.6098 18.3805
O 2.2277 8.4729 23.8955
O -5.8629 -0.2848 16.9894
O 1.1226 2.7034 17.0112
O -2.9222 14.0946 19.2467
O -3.5921 17.3972 16.3044
O 2.4432 10.5031 22.3082
O -4.0629 -2.2911 11.5609
O -4.7163 1.6269 12.9625
O 7.9166 2.5996 11.1204
O 22.8943 20.0887 19.3518
O 9.595 6.4328 14.8576
O 7.4475 7.0501 13.6635
O -8.1208 7.4406 10.6139
O -1.3602 4.1267 9.8389
O 5.6877 -1.2221 19.4119
O 15.1955 -0.0636 13.767
O 0.5827 8.6714 21.8679
O -0.967 -3.1794 19.9206
O 12.163 -3.8561 14.9386
O -7.5469 6.5093 22.0233
O 3.2258 1.4009 10.8924

Results
free energy: -55386.654 eV
free energy less fixed offsets of O -447.96, Si -113.29 eV per atom: -2.684 eV
gap between the highest filled and lowest empty level on this k mesh: 1.190 eV

The program warned: the cutoff lies below the one the program advises for these potential files; the forces do not sum to zero within the program's tolerance; the exchange-correlation potential is rough where the density is thin.
